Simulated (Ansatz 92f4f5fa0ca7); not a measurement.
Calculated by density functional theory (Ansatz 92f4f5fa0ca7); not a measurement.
Periodic cell of 258 atoms, Si166O92, from a study of silicon, its oxide and their interface. The atomic structure is a simulated model.
Doubt: the cutoff is far below the 930 eV that the study's wrapper takes by default for these files, so forces and energies are approximate.
This geometry differs little from another in the collection (a relaxation step or a small displacement).

Settings: functional PBE; potential files Ansatz PAW; basis plane waves; wave-function cutoff 580 eV; density cutoff ratio 5; exchange-correlation grid ratio 1; k mesh 1 x 1 x 1, Gamma-centred; self-consistency stop 5e-08 eV per atom in the density residual; occupations fixed; spin none; net charge 0.

Cell vectors (angstrom)
a	10.938	0	0
b	0	10.938	0
c	0	0	38.1979

Atoms: element, x, y, z (angstrom)
Si	0	0	0.683
Si	5.469	0	0.683
Si	2.7345	2.7345	0.683
Si	8.2035	2.7345	0.683
Si	0	5.469	0.683
Si	5.469	5.469	0.683
Si	2.7345	8.2035	0.683
Si	8.2035	8.2035	0.683
Si	1.3673	1.3673	2.0503
Si	6.8362	1.3673	2.0503
Si	4.1018	4.1018	2.0503
Si	9.5708	4.1018	2.0503
Si	1.3673	6.8362	2.0503
Si	6.8362	6.8362	2.0503
Si	4.1018	9.5708	2.0503
Si	9.5708	9.5708	2.0503
Si	2.7345	0	36.1464
Si	8.2035	0	36.1464
Si	0	2.7345	36.1464
Si	5.469	2.7345	36.1464
Si	2.7345	5.469	36.1464
Si	8.2035	5.469	36.1464
Si	0	8.2035	36.1464
Si	5.469	8.2035	36.1464
Si	4.1018	1.3673	37.5136
Si	9.5708	1.3673	37.5136
Si	1.3673	4.1018	37.5136
Si	6.8362	4.1018	37.5136
Si	4.1018	6.8362	37.5136
Si	9.5708	6.8362	37.5136
Si	1.3673	9.5708	37.5136
Si	6.8362	9.5708	37.5136
Si	0.2996	-0.2705	27.899
Si	5.1937	0.2663	28.048
Si	2.8562	2.3469	28.0539
Si	7.9492	2.9109	27.993
Si	-0.4422	5.7239	28.1013
Si	5.6699	5.1322	28.018
Si	2.505	8.3736	28.061
Si	8.2633	7.9428	27.8679
Si	1.3265	1.2425	29.4018
Si	6.7687	1.3925	29.3567
Si	4.0169	4.0265	29.2776
Si	9.4586	4.0793	29.3911
Si	1.2815	6.8108	29.3083
Si	6.7693	6.788	29.2941
Si	4.0654	9.5709	29.3474
Si	9.4847	9.5763	29.1175
Si	2.7074	-0.0594	30.7807
Si	8.172	-0.0298	30.603
Si	-0.0338	2.7102	30.6702
Si	5.4042	2.7454	30.7291
Si	2.6699	5.4284	30.6373
Si	8.1041	5.4497	30.7422
Si	-0.0868	8.2366	30.6234
Si	5.4375	8.1803	30.6588
Si	4.0749	1.347	32.0904
Si	9.5243	1.3398	32.0128
Si	1.3389	4.071	32.0416
Si	6.7575	4.1003	32.1065
Si	4.0489	6.8115	32.0109
Si	9.5314	6.8382	32.0256
Si	1.2945	9.5285	32.0709
Si	6.8267	9.545	32.0148
Si	-0.0398	-0.0021	33.4113
Si	5.4669	-0.0257	33.4085
Si	2.7098	2.7245	33.429
Si	8.171	2.7166	33.4037
Si	-0.0265	5.4637	33.3892
Si	5.4108	5.4818	33.4339
Si	2.6924	8.1711	33.405
Si	8.1844	8.1955	33.4077
Si	1.3458	1.3538	34.7815
Si	6.824	1.349	34.7805
Si	4.078	4.0923	34.7917
Si	9.5552	4.0889	34.7648
Si	1.3469	6.8096	34.7798
Si	6.8199	6.8322	34.7793
Si	4.0834	9.549	34.7654
Si	9.552	9.5606	34.78
Si	2.7356	0.0039	3.4136
Si	8.2401	0.0197	3.4101
Si	0.038	2.7557	3.3994
Si	5.4784	2.7484	3.4273
Si	2.7645	5.4951	3.4229
Si	8.202	5.484	3.4031
Si	0.0168	8.221	3.4319
Si	5.4988	8.2232	3.4076
Si	4.1141	1.3551	4.7728
Si	9.6529	1.3693	4.7584
Si	1.4085	4.1085	4.7724
Si	6.8481	4.1388	4.7878
Si	4.1273	6.8923	4.7882
Si	9.5661	6.8443	4.7649
Si	1.387	9.5985	4.8182
Si	6.8946	9.5714	4.7622
Si	0.059	0.046	6.2196
Si	5.5113	-0.0203	6.0932
Si	2.7537	2.7168	6.1488
Si	8.2911	2.756	6.0526
Si	0.004	5.4724	6.0857
Si	5.4933	5.5457	6.1625
Si	2.7837	8.2632	6.1814
Si	8.2601	8.2371	6.169
Si	1.4547	1.3861	7.64
Si	6.9377	1.3639	7.3387
Si	4.1033	4.1324	7.4493
Si	9.6529	4.062	7.4734
Si	1.3294	6.8729	7.4248
Si	6.8742	6.9185	7.5534
Si	4.1978	9.6241	7.5736
Si	9.6296	9.6001	7.5712
Si	2.9613	0.1429	9.0178
Si	8.196	0.0469	8.8452
Si	0.047	2.7455	8.9931
Si	5.6624	2.8239	8.6191
Si	2.6074	5.4279	8.7467
Si	8.3258	5.517	8.7584
Si	0.1343	8.286	8.9249
Si	5.5266	8.2476	9.0183
Si	4.6123	1.5392	10.2283
Si	9.3171	1.5994	10.2142
Si	1.0951	4.4131	10.3292
Si	7.1751	3.9456	10.0439
Si	3.8637	6.8696	10.021
Si	9.8317	6.6653	10.1107
Si	1.896	9.3156	10.1998
Si	6.6204	9.9979	10.2916
O	-4.083	-8.005	15.6634
O	-4.892	10.6633	26.7497
O	9.8755	-14.7839	17.343
O	5.1414	11.2545	22.9784
O	2.7705	15.5947	22.2225
O	-10.5591	7.5835	14.5091
O	-5.3998	1.0087	14.2155
O	-0.469	-7.8179	13.1009
O	6.4572	-6.3172	17.6388
O	3.6805	-6.2468	15.8042
O	6.4282	4.4128	11.4405
O	12.4991	1.4025	12.6897
O	-3.2508	0.3791	15.523
O	4.1158	3.9664	24.5346
O	4.0245	12.2466	27.4883
O	-28.8106	-0.4301	15.8572
O	5.3218	3.8365	22.2642
O	-0.7552	7.9025	19.967
O	7.0809	20.9958	24.342
O	9.738	0.599	17.1889
O	8.4982	16.5297	18.9712
O	0.2922	-1.0073	23.9864
O	-22.8159	1.0193	14.4984
O	-14.5038	35.628	20.9336
Si	-15.0052	5.6758	18.836
Si	12.3382	4.215	26.1243
Si	-3.9703	-9.3255	14.7005
Si	-0.2358	-12.8145	14.249
Si	1.8861	10.771	12.9428
Si	10.8108	0.3432	24.7822
Si	12.7023	-2.3651	18.0176
Si	12.5229	20.3481	23.1289
Si	-33.8925	8.3564	18.4066
Si	-20.9729	14.5275	18.534
Si	-9.5546	37.3346	21.3656
Si	-28.6445	5.6327	14.5409
Si	12.1098	-18.9318	13.0411
Si	-17.0033	1.3043	19.5706
Si	21.9142	3.0996	23.6785
Si	30.3627	12.9876	24.9253
Si	9.5637	-5.3937	17.7206
Si	31.3497	-20.0572	13.1621
Si	20.3776	-9.3159	18.4132
Si	-13.4904	19.2847	12.3652
Si	15.2047	-0.5748	17.4503
Si	-4.2255	0.4123	23.4205
Si	-7.2677	-2.92	25.1195
Si	6.4452	-1.4729	25.7138
Si	4.6598	-0.3753	14.3715
Si	-17.859	16.2403	25.4471
Si	9.3003	43.9035	15.7019
Si	12.5466	6.8881	15.3092
Si	-7.2267	0.6965	22.2799
Si	2.1338	-6.8128	15.8347
Si	-6.1067	15.2692	11.7937
Si	11.6583	-14.348	20.6193
Si	-4.9447	3.6983	20.8
Si	7.5858	3.6961	16.8977
Si	-4.5547	18.8385	14.6642
Si	7.6097	12.138	20.6743
Si	6.8838	8.5095	17.6791
Si	-7.0795	-29.1392	22.9487
O	4.2375	5.7308	11.1632
O	1.0681	8.5062	21.8809
O	5.2108	5.5806	26.5057
O	9.655	11.9497	11.7364
O	23.7988	2.8098	26.7663
O	-10.2038	16.938	21.1732
O	-10.9508	5.5824	10.7166
O	-3.0585	-8.8503	13.4217
O	2.5163	8.6362	24.1963
O	-14.3268	-3.3091	13.5619
O	4.978	2.9203	19.7682
O	3.8376	0.6822	20.6567
O	8.3463	-1.9247	18.2888
O	1.4061	-0.9673	11.612
O	-5.8652	-2.1387	25.1857
O	0.978	25.9647	24.5682
O	-6.4193	4.537	13.375
O	2.9637	-12.2163	18.1202
O	14.2182	13.1043	22.8137
O	6.8373	4.0528	27.6423
O	-2.0834	4.6891	16.4951
O	18.4404	-2.4719	26.4796
O	2.0439	-25.0926	16.6469
O	-16.2084	-1.3521	17.792
O	3.4787	-11.2674	13.2531
O	4.3783	0.9304	18.0737
O	7.4181	31.3184	11.6292
O	16.5471	11.2419	10.7942
O	11.0315	4.8238	26.8455
O	-2.076	7.1999	11.3237
O	9.2123	33.4126	24.7136
O	13.437	10.6268	22.5887
O	5.476	-4.3846	14.8203
O	-9.0653	3.3307	17.2348
O	-6.9607	6.5689	24.4438
O	0.252	-1.6927	17.9814
O	-6.6351	13.7408	11.3248
O	0.1776	11.2948	26.3862
O	-23.054	9.5441	15.4997
O	11.2199	-7.3696	22.1368
O	3.1675	40.6763	26.6604
O	1.1044	5.4	15.7519
O	2.6316	5.2478	26.3108
O	6.3851	-14.689	18.5028
O	-25.7234	-13.7182	16.1036
O	-20.0185	25.1143	14.4897
O	7.0012	12.7457	24.2724
O	-37.4082	0.6376	19.8161
O	-5.4078	9.2005	14.1583
O	12.2751	-12.4442	27.6261
O	1.0291	-0.8463	14.1457
O	9.7381	9.0647	12.9333
O	-9.2535	14.8448	11.8069
O	8.2692	2.8293	10.5384
O	12.7575	18.6086	19.3945
O	2.8808	8.0555	10.6477
O	-1.5049	6.8304	27.4593
O	8.4711	13.3275	26.521
O	10.8603	-8.6179	18.7368
O	1.7373	3.8439	19.9094
O	17.1745	5.2058	20.2499
O	-10.9437	26.7812	18.274
O	-2.7173	2.6103	17.9482
O	2.9026	-4.262	14.2966
O	-1.9721	-10.0161	19.8123
O	-3.2584	22.2831	22.0954
O	11.5167	23.4643	23.9926
O	20.3231	14.1078	24.1089

Results
free energy: -157851.904 eV
free energy less fixed offsets of O -568.88, Si -635.61 eV per atom: -3.684 eV

Forces (eV/angstrom), in the order of the atoms: element, x, y, z
Si	-0.0104	-0.0169	-0.0099
Si	-0.0397	-0.0194	0.0061
Si	-0.0314	-0.0555	-0.0021
Si	-0.0225	-0.0193	-0.0109
Si	-0.0351	-0.024	0.0041
Si	-0.0071	-0.0223	-0.0182
Si	0.0058	-0.0395	-0.0061
Si	-0.0187	-0.047	-0.001
Si	0.1224	0.0027	-0.1553
Si	0.0727	0.0949	0.0697
Si	0.0828	0.0645	0.0143
Si	0.0098	0.0345	-0.0183
Si	0.0419	0.067	0.0802
Si	-0.0321	0.0165	-0.1819
Si	0.035	0.0341	-0.02
Si	0.126	-0.0157	-0.0479
Si	-0.0262	-0.0782	-0.069
Si	-0.0466	-0.027	0.0592
Si	-0.0805	0.029	-0.0147
Si	-0.0195	-0.0447	-0.0139
Si	-0.1236	-0.0391	0.115
Si	-0.0495	-0.0555	-0.0768
Si	-0.0322	-0.0408	-0.0331
Si	-0.0787	0.0115	0.0124
Si	0.0438	0.0561	-0.0062
Si	-0.0009	0.0189	-0.0034
Si	0.0268	0.0387	0.0144
Si	0.0187	0.0233	-0.0004
Si	0.0013	0.0068	-0.0068
Si	0.0159	0.0325	-0.0052
Si	0.0315	0.0217	0.0043
Si	0.0098	0.0483	0.0069
Si	-0.0269	0.0109	0.0386
Si	0.0103	-0.0287	0.0528
Si	-0.0097	0.0364	0.0226
Si	0.0166	-0.0177	0.0431
Si	0.023	-0.0054	0.0625
Si	-0.0423	0.0295	0.0683
Si	0.0123	-0.0287	0.0429
Si	0.0083	0.0031	0.0092
Si	-0.0193	0.0195	0.0087
Si	0.0208	-0.0301	0.0068
Si	-0.0188	0.0209	0.0134
Si	0.0244	-0.0011	-0.0107
Si	0.002	-0.0238	0.0067
Si	-0.0248	0.0273	-0.0027
Si	0.0139	-0.0016	-0.0117
Si	-0.0243	0.0213	0.0246
Si	0.0006	-0.0038	0.0149
Si	0.0056	-0.0009	-0.005
Si	-0.0002	-0.0142	0.0006
Si	-0.0106	-0.0019	0.0245
Si	0.0016	-0.0057	-0.0027
Si	0.0077	-0.0074	0.0332
Si	0.0105	0.003	0.0141
Si	0.0068	-0.0057	0.0038
Si	0.0074	0.0022	-0.002
Si	-0.0051	-0.003	0.0041
Si	0.0106	0.0038	0.0002
Si	0.0018	0.0038	0.0002
Si	-0.0025	-0.001	-0.0006
Si	-0.0023	-0.0039	0.0043
Si	-0.0068	0.0002	0.0006
Si	-0.0048	0.0112	-0.0015
Si	0.0014	0.0026	0.0082
Si	0.0005	-0.0077	0.0059
Si	-0.0105	0.0022	0.0058
Si	0.0119	-0.0039	0.0072
Si	-0.0028	-0.0016	0.0053
Si	0.0015	0.0031	0.0068
Si	0.0098	0.0001	0.0089
Si	-0.0034	-0.001	0.0081
Si	-0.0014	-0.0014	0.0049
Si	0.0011	-0.0016	0.0027
Si	-0.0012	0.0026	0.0015
Si	-0.0023	-0.0013	0.004
Si	-0.001	0.0004	0.0008
Si	-0.0013	-0.0012	0.0031
Si	-0.0008	-0.0003	0.0043
Si	0.0002	0.0032	0.0024
Si	-0.0012	0.0005	0.0004
Si	0.0048	-0.0022	0.0025
Si	0.0068	0.0061	-0.002
Si	-0.0016	-0.0016	-0.0037
Si	0.0002	0.0033	0.0006
Si	-0.0026	-0.0044	-0.0013
Si	-0.0025	0.003	0.0001
Si	0.0029	0.0051	0.0006
Si	-0.0056	0.0062	-0.007
Si	0.0011	-0.0004	-0.0046
Si	-0.0064	-0.0031	-0.0082
Si	0.0027	0.0059	-0.0054
Si	0.011	-0.0051	-0.0097
Si	0.0022	0.0031	-0.0028
Si	0.0051	-0.001	-0.0044
Si	-0.0053	-0.0025	-0.0044
Si	-0.005	-0.0083	0.0013
Si	0.0059	-0.0203	0.0109
Si	-0.0093	-0.0009	0.0026
Si	-0.0032	-0.0098	0.0255
Si	0.0104	-0.011	0.0135
Si	-0.0147	-0.0015	0.0024
Si	-0.0213	-0.0091	-0.0005
Si	-0.0125	0.0028	0.0036
Si	-0.0008	0.022	-0.0059
Si	-0.0004	0.0119	-0.013
Si	-0.0039	0.0054	0.0039
Si	-0.0063	0.0071	-0.0391
Si	-0.0135	0.008	-0.0119
Si	0.0108	-0.0033	-0.0101
Si	0.0212	0.0166	-0.0371
Si	0.0029	0.0001	0.0047
Si	-0.0303	-0.0128	0.074
Si	0.0162	-0.0129	-0.0159
Si	0.0154	-0.0331	-0.0141
Si	0.0125	-0.0144	0.091
Si	0.013	-0.022	-0.023
Si	-0.0234	-0.0118	0.039
Si	0.006	0.0118	0.0271
Si	0.024	-0.0065	-0.0117
Si	0.0424	0.0225	-0.2015
Si	-0.0168	0.0095	-0.0281
Si	0.0093	0.0249	-0.0113
Si	-0.0215	0.0095	-0.1433
Si	-0.0043	-0.0022	0.0308
Si	0.0105	0.0174	-0.0546
Si	-0.0421	0.0511	-0.1306
Si	0.0289	-0.0202	-0.0018
O	0.0039	0.0013	0.0007
O	0.0171	-0.007	-0.0206
O	0.0018	0.001	-0.0005
O	-0.0108	0.0044	0.0086
O	-0.006	-0.0035	0.0066
O	0.0096	-0.0129	-0.0031
O	0.0031	-0.0042	-0.0024
O	-0.0029	-0.0007	-0.0119
O	0.0003	-0.004	-0.0013
O	-0.0093	-0.0035	0.0036
O	-0.025	0.0073	0.0516
O	-0.0026	0.0039	-0.0052
O	0.0025	-0.0023	-0.0022
O	-0.0007	-0.0078	0.0014
O	-0.0104	-0.0066	-0.038
O	0.0007	-0.0016	0.0111
O	0.0062	-0.0031	0.0044
O	0.0019	-0.0003	0.0074
O	0.002	0.0129	-0.0022
O	-0.0012	0.005	0.0052
O	-0.0008	-0.0017	-0.0036
O	0.0067	-0.0067	0.0078
O	-0.0018	-0.0084	0.007
O	-0.002	-0.0028	0.0043
Si	0.001	0.0031	-0.0012
Si	0.0018	0.0036	0.0028
Si	-0.0068	0.0029	0.0048
Si	-0.0028	0.0107	-0.0023
Si	-0.0093	0.0041	-0.0091
Si	0.0055	0.0032	0.0046
Si	0.0009	-0.003	0.0044
Si	0.0121	-0.0163	-0.008
Si	-0.0034	-0.0009	0.003
Si	0.003	0.0003	0.0002
Si	0.0021	-0.0003	-0.0035
Si	0.0137	-0.0134	0.0025
Si	0.0168	-0.0001	0.0029
Si	0.002	0.0002	-0.0055
Si	0.0116	0.0028	-0.0114
Si	0.0102	0.0019	-0.0009
Si	-0.0007	-0.0006	0.0088
Si	-0.0014	-0.011	-0.0048
Si	0.0002	-0.0051	0.0014
Si	-0.0053	-0.001	-0.0032
Si	-0.0001	-0.0027	0.0002
Si	0.0003	-0.0161	-0.011
Si	0.0212	0.0251	0.0093
Si	-0.0027	-0.0149	-0.0128
Si	-0.0033	0.0046	0.0016
Si	-0.0103	0.0041	0.0047
Si	0.0046	-0.0021	0.0054
Si	-0.0003	0.0009	0.0113
Si	-0.0077	-0.0111	-0.0094
Si	0.0031	-0.0111	-0.0013
Si	0.0074	-0.0229	0.0148
Si	-0.0031	0.0016	-0.0051
Si	-0.0017	0.0036	-0.008
Si	-0.0067	0.0008	0.0031
Si	0.013	-0.009	0.0022
Si	0.0012	-0.0017	-0.0074
Si	-0.0001	-0.0037	0.0024
Si	0.0006	0.01	-0.0077
O	0.0005	-0.0106	-0.0152
O	0.0032	0	0.0066
O	-0.0092	0.0064	-0.0487
O	0.007	-0.004	0.0519
O	-0.0176	0.0023	-0.0095
O	0.0007	0.0041	0.0076
O	0.0114	-0.0135	0.0312
O	-0.006	-0.0026	-0.004
O	-0.0017	0.0153	0.0022
O	-0.0168	-0.0025	0.0087
O	0.0001	-0.0009	0.0061
O	-0.0022	-0.0019	0.0066
O	0.0006	0.0031	-0.0006
O	-0.003	0.0174	0.0645
O	-0.039	-0.0342	0.0178
O	-0.014	-0.0096	-0.0045
O	-0.0101	0.0222	0.025
O	-0.0004	-0.0017	0.0003
O	-0.0003	-0.0088	0.0118
O	0.0251	-0.0199	-0.0235
O	0.0017	0.0008	-0.0043
O	-0.0232	0.0132	-0.0178
O	-0.0015	0.0023	0
O	-0.0033	0.0001	-0.0016
O	0.0081	-0.0006	0.0004
O	-0.0008	0.0022	0.0022
O	0.0116	-0.0054	-0.0029
O	-0.02	0.0029	0.0644
O	0.0041	-0.0211	-0.0276
O	-0.0161	0.0112	0.0219
O	-0.0039	0.0016	0.0166
O	0.0084	0.0032	0.0102
O	-0.0031	0.0048	-0.0091
O	-0.0004	-0.0015	0.0033
O	-0.0007	0.0059	0.0067
O	0.0068	0.0015	0.0011
O	-0.024	0.0573	0.0835
O	-0.004	0.0134	-0.0429
O	-0.004	0.0026	0.0026
O	0.0055	0.0051	-0.0021
O	0.0214	0.0006	-0.0567
O	0.0015	0.0014	-0.0057
O	0.0183	0.0021	0.0001
O	0.0021	-0.0005	0.0008
O	-0.0018	0.0027	0.0077
O	0.008	0.0124	0.0141
O	-0.0138	0.0028	0.0114
O	-0.0003	-0.0013	0.0056
O	-0.0038	0.0003	-0.0062
O	0.0198	0.0155	-0.0203
O	-0.0078	-0.0075	0.0041
O	0.0117	0.0016	0.0035
O	-0.0009	-0.0181	0.0301
O	0.0141	-0.0152	0.0254
O	-0.0005	0.0024	-0.0004
O	0.0372	-0.0461	0.0461
O	-0.0314	0.0192	-0.0339
O	0.0151	-0.0187	-0.0566
O	0.0008	-0.0009	0.0005
O	-0.0001	-0.0023	0.0041
O	-0.0017	-0.0009	0.008
O	0.0015	-0.0033	0.0008
O	0.0021	-0.002	0.0009
O	-0.0074	0.0032	-0.0063
O	0.0007	-0.0031	0.0019
O	0.0015	0.001	0.0021
O	0.0006	0.0041	0.0075
O	0.0035	0.0036	0.0108

The program warned: the cutoff lies below the one the program advises for these potential files; the exchange-correlation potential is rough where the density is thin.
